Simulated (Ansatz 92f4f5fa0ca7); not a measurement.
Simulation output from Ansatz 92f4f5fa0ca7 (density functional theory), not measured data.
Periodic cell of 221 atoms, Si132O88H1, from a study of silicon, its oxide and their interface. The atomic structure is a simulated model.
Doubt: the cutoff is far below the 930 eV that the study's wrapper takes by default for these files, so forces and energies are approximate.
This geometry differs little from another in the collection (a relaxation step or a small displacement).

Settings: functional PBE; potential files Ansatz PAW; basis plane waves; wave-function cutoff 580 eV; density cutoff ratio 5; exchange-correlation grid ratio 1; k mesh 1 x 1 x 1, Gamma-centred; self-consistency stop 5e-08 eV per atom in the density residual; occupations fixed; spin none; net charge +1 e, with a uniform compensating background and no finite-size correction.

Cell vectors (angstrom)
a, 10.938, 0, 0
b, 0, 10.938, 0
c, 0, 0, 32.2213

Atoms and the computed forces on them: element, x, y, z (angstrom), force x, y, z (eV/angstrom)
Si, 0.1871, -0.1322, 24.5636, -0.0112, 0.0099, 0.0197
Si, 5.589, -0.3108, 24.8263, -0.0035, 0.0051, 0.0058
Si, 2.5172, 3.0485, 24.5534, 0.0111, 0.0036, 0.0361
Si, 8.078, 2.9724, 25.1184, -0.009, 0.0157, -0.0245
Si, 0.0425, 5.1274, 24.7379, -0.023, 0.0034, 0.0057
Si, 5.8212, 5.1494, 24.7138, -0.008, 0.0062, 0.0403
Si, 2.4429, 8.5132, 24.6673, -0.0037, 0.0044, 0.0397
Si, 7.9898, 8.5967, 24.862, 0.0171, -0.0311, 0.0293
Si, 1.3979, 1.4114, 25.9128, 0.0085, 0.005, 0.0293
Si, 6.7487, 1.3318, 26.1015, 0.0022, 0.004, 0.0129
Si, 4.0704, 4.1637, 25.9845, -0.0131, -0.003, 0.0028
Si, 9.6119, 4.1333, 26.3737, 0.0178, 0.004, -0.0122
Si, 1.2666, 6.8483, 25.9041, 0.01, 0.0034, 0.0153
Si, 6.8568, 6.858, 26.0173, -0.0065, -0.0039, 0.0131
Si, 4.0278, 9.5063, 26.1452, -0.0107, 0.0058, -0.0076
Si, 9.5871, 9.7357, 26.0968, -0.0011, -0.0054, 0.0196
Si, 2.7126, 0.0497, 27.4123, 0.0128, -0.0043, 0.004
Si, 8.1785, 0.0603, 27.4773, 0.0059, 0.0065, 0.0072
Si, 0.0661, 2.6581, 27.4769, -0.0034, -0.0021, -0.0006
Si, 5.3968, 2.7585, 27.4172, -0.0071, -0.0115, 0.0072
Si, 2.694, 5.5384, 27.3656, 0.0176, -0.0039, -0.0044
Si, 8.177, 5.5546, 27.5049, -0.0024, 0.0005, -0.0009
Si, -0.0323, 8.2179, 27.3892, -0.0047, -0.0005, 0.0025
Si, 5.4563, 8.1582, 27.442, 0.0009, -0.01, 0.0069
Si, 4.1018, 1.3673, 28.803, -0.2304, 0.1337, 0.0749
Si, 9.5708, 1.3673, 28.803, 0.1037, 0.031, 0.4653
Si, 1.3673, 4.1018, 28.803, 0.3486, 0.0615, -0.1778
Si, 6.8362, 4.1018, 28.803, -0.2681, 0.038, -0.1158
Si, 4.1018, 6.8362, 28.803, -0.2093, -0.1925, 0.0538
Si, 9.5708, 6.8362, 28.803, 0.098, 0.5891, 0.3668
Si, 1.3673, 9.5708, 28.803, -0.0967, 0.0622, -0.3542
Si, 6.8362, 9.5708, 28.803, -0.0249, -0.1723, -0.0694
Si, 0, 0, 30.1703, -0.13, -0.1179, 0.0295
Si, 5.469, 0, 30.1703, -0.0056, -0.0158, -0.0558
Si, 2.7345, 2.7345, 30.1703, 0.1236, 0.0788, 0.0289
Si, 8.2035, 2.7345, 30.1703, 0.121, 0.0348, -0.0292
Si, 0, 5.469, 30.1703, -0.0144, -0.0073, -0.0613
Si, 5.469, 5.469, 30.1703, -0.0938, -0.1375, 0.0221
Si, 2.7345, 8.2035, 30.1703, 0.046, 0.0286, -0.0496
Si, 8.2035, 8.2035, 30.1703, 0.1247, 0.04, 0.052
Si, 1.3673, 1.3673, 31.5375, -0.02, 0.0473, -0.0506
Si, 6.8362, 1.3673, 31.5375, -0.0205, -0.0234, -0.0324
Si, 4.1018, 4.1018, 31.5375, -0.0191, -0.0433, 0.0186
Si, 9.5708, 4.1018, 31.5375, -0.0487, 0.0383, -0.0023
Si, 1.3673, 6.8362, 31.5375, 0.0118, 0.0067, -0.0332
Si, 6.8362, 6.8362, 31.5375, 0.0009, 0.0421, -0.0421
Si, 4.1018, 9.5708, 31.5375, -0.0167, 0.0047, -0.006
Si, 9.5708, 9.5708, 31.5375, -0.0335, 0.03, 0.0187
Si, 2.7345, 0, 0.6835, -0.0152, 0.0047, 0.0269
Si, 8.2035, 0, 0.6835, 0.0541, 0.0159, 0.0096
Si, 0, 2.7345, 0.6835, -0.0134, -0.0375, 0.0263
Si, 5.469, 2.7345, 0.6835, 0.0546, -0.0182, 0.004
Si, 2.7345, 5.469, 0.6835, 0.0089, -0.009, 0.0001
Si, 8.2035, 5.469, 0.6835, 0.0177, -0.0405, 0.0345
Si, 0, 8.2035, 0.6835, -0.0171, -0.0201, -0.0012
Si, 5.469, 8.2035, 0.6835, 0.0206, -0.0141, 0.0289
Si, 4.1018, 1.3673, 2.0507, 0.0266, 0.091, 0.0375
Si, 9.5708, 1.3673, 2.0507, -0.0705, -0.0528, -0.0075
Si, 1.3673, 4.1018, 2.0507, 0.079, 0.0383, -0.0068
Si, 6.8362, 4.1018, 2.0507, -0.0847, -0.0658, 0.0161
Si, 4.1018, 6.8362, 2.0507, -0.1168, -0.0482, 0.0188
Si, 9.5708, 6.8362, 2.0507, 0.0335, 0.0871, 0.0315
Si, 1.3673, 9.5708, 2.0507, -0.0573, -0.0293, 0.0211
Si, 6.8362, 9.5708, 2.0507, -0.0375, 0.0058, -0.0035
Si, 0, 0, 3.418, -0.2946, -0.1112, -0.2875
Si, 5.469, 0, 3.418, 0.3223, -0.0499, 0.1155
Si, 2.7345, 2.7345, 3.418, 0.3241, 0.5248, -0.2058
Si, 8.2035, 2.7345, 3.418, -0.0076, -0.0472, 0.1165
Si, 0, 5.469, 3.418, 0.1843, 0.0147, 0.2671
Si, 5.469, 5.469, 3.418, -0.1146, -0.4407, 0.0633
Si, 2.7345, 8.2035, 3.418, -0.0729, -0.2387, -0.1535
Si, 8.2035, 8.2035, 3.418, 0.0482, -0.0111, 0.0418
Si, 1.3624, 1.3912, 4.6803, -0.0158, -0.0133, -0.0451
Si, 6.8623, 1.3466, 4.8264, -0.0107, -0.0256, -0.0064
Si, 4.1269, 4.0748, 4.8717, -0.0014, 0.0396, -0.0226
Si, 9.5739, 4.0945, 4.7895, 0.004, -0.007, 0.0301
Si, 1.3923, 6.84, 4.8334, -0.005, 0.0055, -0.0062
Si, 6.8826, 6.7502, 4.7633, -0.0048, -0.0167, -0.0061
Si, 4.1302, 9.5131, 4.7436, -0.024, -0.0015, 0.016
Si, 9.5609, 9.5694, 4.8021, -0.0039, -0.0044, -0.0231
Si, 2.6616, -0.0679, 5.9298, 0.0309, 0.0216, 0.0587
Si, 8.2066, -0.0077, 6.2386, -0.031, -0.0152, 0.0111
Si, 0.0235, 2.7057, 6.0841, 0.0074, 0.0252, -0.0013
Si, 5.4566, 2.5778, 6.2654, 0.0607, 0.0309, -0.0121
Si, 2.743, 5.517, 6.3035, -0.0009, -0.0163, -0.0313
Si, 8.1807, 5.3632, 6.221, 0.019, 0.0042, -0.0189
Si, -0.0468, 8.1497, 6.1683, 0.011, 0.0084, 0.0249
Si, 5.4774, 8.0982, 6.094, 0.0507, 0.0427, -0.003
Si, 3.7178, 1.3573, 7.4363, -0.1375, 0.0616, -0.0107
Si, 9.9041, 1.1343, 7.4464, -0.012, -0.0036, -0.0211
Si, 1.6246, 3.7854, 7.4384, 0.1226, -0.1027, 0.071
Si, 6.6495, 4.1293, 7.5813, -0.0533, 0.047, -0.0119
Si, 4.5173, 6.521, 7.5962, -0.0096, 0.0482, 0.0248
Si, 9.2833, 7.03, 7.4762, -0.0023, 0.0087, -0.0579
Si, 1.148, 9.8013, 7.3157, 0.0239, -0.0883, -0.0603
Si, 7.0105, 9.2394, 7.401, -0.0726, 0.0319, -0.0135
O, 1.2569, 4.1023, 24.1538, -0.0149, 0.004, -0.0438
O, 6.7803, 9.5912, 24.2931, -0.0272, 0.0273, -0.0421
O, 2.9261, 2.7872, 7.4485, -0.0512, -0.0387, 0.0869
O, 8.161, 8.1767, 7.8994, 0.0303, -0.0212, 0.0301
O, 5.58, 5.3498, 8.0431, 0.1116, -0.195, -0.0336
O, 0.0811, -0.0081, 7.9199, -0.0142, 0.0288, 0.0474
O, 5.3497, 5.5334, 23.184, 0.0153, 0.0144, -0.0695
O, 10.5229, 0.4939, 23.1207, -0.0476, 0.0567, -0.0531
O, 2.1747, 9.368, 8.5628, -0.007, 0.0792, -0.0137
O, 1.2898, 3.8654, 9.0494, 0.0237, 0.0298, 0.0133
O, 9.4821, 1.9954, 8.7699, -0.0068, 0.0125, 0.0142
O, 7.5945, 9.9589, 12.0569, 0.0436, 0.0146, -0.0047
O, 3.4772, 0.7773, 9.0039, -0.0134, 0.0128, -0.0699
O, 4.3786, 7.3192, 9.3673, -0.0782, 0.1917, 0.1547
O, 7.2467, 3.3829, 8.9364, 0.0326, -0.0309, 0.0386
O, 9.853, 6.5054, 8.9327, 0.0158, 0.0043, 0.0633
O, 3.3417, 2.4608, 23.2108, 0.0456, -0.0338, -0.0516
O, 4.6631, 0.1824, 23.5586, -0.0083, 0.0088, -0.0253
O, 9.2033, 2.4885, 24.0359, -0.002, -0.033, -0.069
O, 9.8345, 5.5765, 23.5963, -0.0248, 0.0279, -0.0129
O, 19.8924, 8.1243, 23.6122, 0.0232, -0.0151, -0.0435
O, 3.2811, 7.9799, 23.3529, 0.0209, -0.0195, -0.0593
O, 6.9857, 4.0087, 24.4387, 0.0378, -0.0321, -0.0012
O, 1.3145, 9.6423, 24.1716, -0.0034, -0.0002, -0.0433
Si, 3.8541, 6.4042, 10.8155, 0.0274, 0.0962, -0.3848
Si, 9.1281, 4.2759, 14.6625, -0.0143, 0.0032, -0.0167
Si, 7.4279, 8.337, 11.9654, -0.1249, 0.0101, -0.073
Si, 4.2131, 1.28, 22.4382, -0.0171, -0.0021, 0.0017
Si, 17.1458, 3.8595, 14.3066, -0.0278, 0.0062, -0.024
Si, 2.7464, -0.4406, 20.1981, 0.0204, 0.0074, 0.0009
Si, 7.1788, 4.1686, 19.5249, -0.0168, 0.0154, -0.0178
Si, 14.0196, 6.6557, 16.5085, 0.0043, -0.0164, -0.0234
Si, 1.9539, 4.1906, 10.5048, 0.0534, 0.1129, -0.0868
Si, 5.7062, 16.2195, 16.8112, -0.0172, -0.0012, -0.0437
Si, 3.7801, 9.7674, 17.3274, 0.0078, -0.0165, -0.017
Si, 10.2511, 4.4553, 11.7231, 0.038, 0.0085, -0.0298
Si, 10.9222, 6.5287, 16.1054, 0.012, -0.0153, -0.0184
Si, 7.9821, 1.622, 14.554, -0.015, 0.0058, -0.0114
Si, 2.776, 10.3946, 9.6989, 0.1589, -0.1014, 0.0571
Si, 9.1275, 6.7843, 22.7062, -0.0054, -0.0102, 0.0161
Si, 11.1779, -1.1361, 11.2443, 0.0713, 0.008, -0.0503
Si, 3.5884, -3.2533, 13.7815, 0.0012, -0.0259, -0.0934
Si, 5.2313, 8.7715, 9.9136, -0.2707, -0.2266, -0.0834
Si, 9.573, 1.7662, 22.6406, 0.0259, 0.0235, 0.0388
Si, 11.9336, -0.418, 16.6533, 0.0096, -0.0063, -0.0243
Si, 8.4266, 2.6456, 9.8236, -0.0018, -0.0068, -0.0223
Si, -0.4294, 8.2461, 18.4487, 0.0144, -0.0144, -0.0189
Si, 11.7514, -2.0175, 14.2006, 0.0313, -0.0022, -0.0332
Si, 4.7472, 3.8487, 11.6475, -0.0105, 0.0778, -0.0576
Si, 6.0218, 6.0916, 21.7972, -0.0005, -0.0013, 0.0188
Si, 6.4735, 7.7469, 14.7751, -0.0157, 0.003, -0.0406
Si, 11.5381, 6.5255, 20.7428, -0.0135, 0.0134, 0.0055
Si, 11.1005, 1.092, 18.9016, 0.01, -0.007, -0.0083
Si, 14.2239, 7.6992, 21.7362, 0.0214, -0.0017, 0.0363
Si, 6.9645, 1.3742, 20.8455, -0.0051, 0.0122, 0.0226
Si, 9.9663, 7.1994, 10.4125, 0.0058, -0.0079, -0.0352
Si, -0.6426, 3.6921, 20.2476, 0.0166, -0.0031, 0.028
Si, 8.4518, -0.6004, 19.1794, 0.0004, -0.0087, -0.0387
Si, 6.8459, 10.2347, 16.4285, 0.0012, -0.0033, -0.0405
Si, 8.5516, 0.3323, 11.8214, -0.0511, -0.0243, -0.0056
O, 13.369, 8.81, 13.957, -0.0275, 0.0061, 0.0092
O, 7.7389, -0.7328, 17.7511, 0.0146, 0.0007, 0.0253
O, 6.0209, 8.1082, 11.1359, 0.2069, 0.0395, 0.2081
O, 1.6104, 10.6095, 10.8196, -0.0723, -0.0037, 0.0397
O, 5.0225, -5.6435, 10.8901, 0.0234, -0.1603, 0.089
O, 10.0008, 7.2074, 17.2813, -0.0012, 0.0177, 0.0179
O, 6.254, 4.9646, 20.6296, 0.0164, -0.0155, -0.0139
O, 6.6442, 13.2797, 13.9537, 0.0303, -0.0155, 0.0007
O, 3.5938, 7.1965, 12.1975, -0.0479, 0.0672, 0.2212
O, 2.4351, 5.7751, 10.3385, -0.0823, -0.1565, 0.052
O, 7.592, 4.779, 14.2941, 0.0263, -0.0048, 0.0028
O, 11.4285, -1.5936, 17.6673, -0.0088, -0.002, 0.0064
O, 9.8995, 4.1771, 13.2531, -0.0133, -0.0076, 0.0263
O, 0.6098, 7.4581, 19.4129, -0.0073, -0.0001, 0.0006
O, 6.9543, 2.5399, 19.673, 0.0034, 0.0019, -0.0045
O, 12.4392, 6.2223, 16.7189, -0.014, 0.003, -0.0014
O, 17.2243, 6.5493, 15.8887, -0.0014, -0.0206, 0.0138
O, 13.0244, 6.608, 21.4341, -0.007, -0.0016, -0.0055
O, 3.2876, 0.6517, 21.2692, -0.0093, -0.014, -0.0228
O, 0.7934, 3.8151, 11.5536, 0.0074, -0.0127, -0.0092
O, 7.2156, -0.1235, 20.1719, -0.001, -0.0035, 0.0011
O, 8.1671, 1.3883, 21.9403, -0.0093, 0.0068, 0.0017
O, -1.6749, 8.8981, 19.3123, 0.0017, -0.0018, 0.0099
O, 2.7854, 9.0514, 20.9604, -0.0078, 0.006, -0.0065
O, 12.2392, 0.2132, 19.7231, -0.0162, 0.0088, -0.001
O, 6.0962, 9.5347, 8.7921, 0.0849, 0.0921, -0.0679
O, 8.5453, 7.722, 10.9846, 0.0241, 0.0049, -0.0023
O, 8.8014, 0.9632, 13.3019, -0.0117, 0.0118, 0.0081
O, 7.3923, 11.5254, 15.6277, -0.0041, -0.0142, 0.0025
O, 5.7274, 2.6408, 11.2419, -0.0037, -0.0175, -0.0693
O, 2.6195, -0.3386, 16.5426, -0.0055, -0.0068, 0.0054
O, 3.2453, 14.3433, 11.1407, -0.0193, -0.0176, -0.0124
O, -6.7679, 5.6781, 17.2679, 0.0019, -0.0038, 0.0108
O, 11.1282, 7.5414, 14.8207, -0.0108, -0.0154, 0.0125
O, 4.0225, 9.6688, 10.479, -0.0464, 0.0945, -0.021
O, 3.4445, 8.1686, 17.061, 0.0049, 0.0184, -0.0023
O, 10.0357, 5.2262, 15.6345, 0.0116, 0.0072, -0.0042
O, 10.2943, 2.844, 21.6556, -0.0208, -0.0092, -0.009
O, 5.0459, 15.1709, 13.2095, 0.0171, -0.019, 0.0593
O, 4.8283, 7.1788, 21.3221, 0.0036, -0.0074, -0.0019
O, 11.0284, 2.6957, 19.1761, -0.0044, 0.0064, 0.0069
O, 8.9485, 2.7537, 15.2705, 0.003, -0.0083, -0.0056
O, 3.7092, -0.7058, 18.8939, -0.0041, 0.0026, 0.0067
O, 5.5956, 1.6999, 21.676, 0.0239, -0.009, -0.0125
O, 5.2449, 10.2028, 16.7523, 0.0002, -0.004, -0.001
O, 7.9038, 1.397, 10.7545, 0.0169, -0.0114, 0.0226
O, 9.6082, 0.5436, 19.2918, -0.0009, 0.0001, 0.0012
O, 17.6149, 4.8107, 18.0672, 0.0139, -0.0117, 0.0227
O, 7.5955, 6.5342, 22.1303, -0.0443, -0.0015, -0.0133
O, -5.8982, -2.6447, 14.1797, 0.0311, 0.0051, 0.0191
O, 7.3568, -3.4103, 13.383, 0.0048, -0.0133, 0.0464
O, 11.3861, -0.7422, 15.1519, -0.0047, 0.0148, 0.0194
O, 10.2551, 7.1056, 21.584, 0.026, -0.0073, -0.0136
O, 9.1429, 3.7917, 10.7283, 0.0267, 0.0212, 0.0166
O, 8.8158, -6.6394, 19.7793, 0.0042, -0.0035, -0.0014
O, 0.4244, 11.9057, 17.2816, -0.0095, 0.0062, 0.0152
O, 16.514, 3.9999, 15.7998, 0.0105, 0.0224, 0.027
O, 11.1049, -1.7195, 12.7528, 0.0012, -0.0118, 0.0363
O, 11.2908, 4.9588, 20.4101, -0.0161, -0.0166, -0.0052
O, 0.0424, 8.4802, 10.287, -0.0232, -0.0097, 0.0141
O, 10.457, 6.0484, 11.4381, -0.019, -0.0155, -0.005
O, 9.9573, -0.0826, 11.1119, -0.0131, 0.0033, 0
O, 14.2366, 6.4986, 14.8664, -0.0096, -0.005, 0.0489
O, 7.2406, 8.9378, 15.5395, -0.0019, 0.0261, 0.0168
H, 5.4718, 2.0995, 10.48, -0.0208, -0.0076, 0.0676

Results
free energy: -133979.644 eV
free energy less fixed offsets of H -15.97, O -568.88, Si -635.61 eV per atom: -1.714 eV

The program warned: the cutoff lies below the one the program advises for these potential files; the forces do not sum to zero within the program's tolerance; the exchange-correlation potential is rough where the density is thin.
